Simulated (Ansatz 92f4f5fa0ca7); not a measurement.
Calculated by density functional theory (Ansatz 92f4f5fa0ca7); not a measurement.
Periodic cell of 227 atoms, Si134O92H1, from a study of silicon, its oxide and their interface. The atomic structure is a simulated model.
Doubt: the cutoff is far below the 930 eV that the study's wrapper takes by default for these files, so forces and energies are approximate.

Settings: functional PBE; potential files Ansatz PAW; basis plane waves; wave-function cutoff 580 eV; density cutoff ratio 5; exchange-correlation grid ratio 1; k mesh 1 x 1 x 1, Gamma-centred; self-consistency stop 5e-08 eV per atom in the density residual; occupations fixed; spin none; net charge +1 e, with a uniform compensating background and no finite-size correction.

Cell vectors (angstrom)
a	10.938	0	0
b	0	10.938	0
c	0	0	33.0856

Atoms: element, x, y, z (angstrom)
Si	-0.1417	0.1601	25.5463
Si	5.8518	-0.3336	25.6193
Si	2.5931	2.9458	25.7146
Si	8.5755	2.4329	25.7303
Si	0.2867	5.0897	25.7907
Si	5.252	5.6551	25.5602
Si	2.9794	7.9326	25.4077
Si	8.1235	8.3426	25.4903
Si	1.4334	1.2898	26.9296
Si	6.9096	1.3003	26.948
Si	4.1487	4.1305	26.9937
Si	9.6642	3.9817	27.1016
Si	1.4285	6.8262	26.8696
Si	6.905	6.7899	26.839
Si	4.1533	9.4872	26.8315
Si	9.6341	9.525	26.8912
Si	2.8084	-0.0761	28.2618
Si	8.2579	-0.0495	28.3213
Si	0.0913	2.6318	28.3832
Si	5.5134	2.7017	28.2855
Si	2.7485	5.4824	28.3286
Si	8.2251	5.4387	28.2819
Si	0.0457	8.1676	28.2676
Si	5.5138	8.1491	28.2657
Si	4.1018	1.3673	29.6674
Si	9.5708	1.3673	29.6674
Si	1.3673	4.1018	29.6674
Si	6.8362	4.1018	29.6674
Si	4.1018	6.8362	29.6674
Si	9.5708	6.8362	29.6674
Si	1.3673	9.5708	29.6674
Si	6.8362	9.5708	29.6674
Si	0	0	31.0346
Si	5.469	0	31.0346
Si	2.7345	2.7345	31.0346
Si	8.2035	2.7345	31.0346
Si	0	5.469	31.0346
Si	5.469	5.469	31.0346
Si	2.7345	8.2035	31.0346
Si	8.2035	8.2035	31.0346
Si	1.3673	1.3673	32.4019
Si	6.8362	1.3673	32.4019
Si	4.1018	4.1018	32.4019
Si	9.5708	4.1018	32.4019
Si	1.3673	6.8362	32.4019
Si	6.8362	6.8362	32.4019
Si	4.1018	9.5708	32.4019
Si	9.5708	9.5708	32.4019
Si	2.7345	0	0.6835
Si	8.2035	0	0.6835
Si	0	2.7345	0.6835
Si	5.469	2.7345	0.6835
Si	2.7345	5.469	0.6835
Si	8.2035	5.469	0.6835
Si	0	8.2035	0.6835
Si	5.469	8.2035	0.6835
Si	4.1018	1.3673	2.0507
Si	9.5708	1.3673	2.0507
Si	1.3673	4.1018	2.0507
Si	6.8362	4.1018	2.0507
Si	4.1018	6.8362	2.0507
Si	9.5708	6.8362	2.0507
Si	1.3673	9.5708	2.0507
Si	6.8362	9.5708	2.0507
Si	0	0	3.418
Si	5.469	0	3.418
Si	2.7345	2.7345	3.418
Si	8.2035	2.7345	3.418
Si	0	5.469	3.418
Si	5.469	5.469	3.418
Si	2.7345	8.2035	3.418
Si	8.2035	8.2035	3.418
Si	1.4374	1.2946	4.8578
Si	6.776	1.4093	4.8057
Si	4.0756	4.0901	4.7764
Si	9.5111	4.1801	4.7406
Si	1.2968	6.9015	4.7962
Si	6.7822	6.9122	4.7028
Si	4.0268	9.6366	4.8882
Si	9.5329	9.6056	4.7517
Si	2.7396	0.0066	6.5338
Si	8.127	-0.0005	6.1184
Si	-0.2257	2.6392	6.0228
Si	5.4068	2.7752	6.2283
Si	2.7239	5.5652	6.1218
Si	8.178	5.6166	6.043
Si	-0.0573	8.2826	6.1768
Si	5.4041	8.2024	6.1385
Si	3.8768	1.8234	7.7985
Si	9.6204	1.1584	7.4534
Si	1.529	3.811	7.0909
Si	6.6437	4.4515	7.2664
Si	4.3469	6.5887	7.521
Si	9.2829	7.133	7.4582
Si	0.89	9.8355	7.6728
Si	7.0149	9.3425	7.3927
O	5.4803	5.453	7.9261
O	-0.0623	0.2255	7.9303
O	2.5747	2.9179	7.9945
O	8.1594	8.2647	7.8708
O	2.2807	8.5375	24.0119
O	8.124	5.4751	23.0223
O	6.9614	9.4691	25.0875
O	1.4324	4.0277	25.2254
O	6.3806	10.0012	8.7482
O	-0.6162	4.0456	8.9316
O	0.735	9.1484	9.1717
O	7.6142	3.9318	8.4771
O	9.7943	6.6289	8.9437
O	4.5077	1.8005	9.3389
O	3.6749	7.1896	8.9066
O	9.0272	1.7953	8.8828
O	5.2743	0.4201	24.2798
O	8.0028	3.2193	24.4221
O	11.7227	6.6403	19.8733
O	5.8883	4.824	24.286
O	8.893	7.7503	24.1219
O	3.3875	2.3431	24.4129
O	4.1338	6.785	25.0222
O	11.3905	-0.4898	24.146
Si	11.7448	8.9636	10.7987
Si	7.0518	15.2415	11.5889
Si	8.2532	11.3421	15.1637
Si	2.0876	13.0901	19.4086
Si	4.6995	13.4907	10.8117
Si	1.7411	-2.4071	17.6767
Si	4.9983	1.4339	18.8659
Si	0.8479	-0.6579	20.1867
Si	-0.8013	7.6536	13.0411
Si	-3.1769	-1.9536	16.6659
Si	9.1741	2.4666	16.7518
Si	8.8712	3.3653	9.3322
Si	6.5422	9.8565	10.3799
Si	10.7791	5.4724	9.6004
Si	1.7162	8.953	14.5763
Si	4.027	12.0727	23.5235
Si	5.3542	3.0077	21.4671
Si	-3.8081	7.4618	12.1353
Si	-1.9077	-1.8871	19.2686
Si	11.4086	5.6549	21.1332
Si	6.3554	2.2839	16.0769
Si	16.515	4.3584	14.1955
Si	-0.0041	4.8249	12.7112
Si	10.3429	2.2027	14.0333
Si	1.703	9.8831	23.237
Si	3.0859	4.5531	12.2136
Si	5.9551	6.8599	16.1017
Si	-4.8354	9.4833	19.0749
Si	10.6324	6.741	18.6603
Si	4.3177	6.9799	18.6911
Si	-0.2609	3.8505	18.8567
Si	4.5231	0.0582	12.2058
Si	12.4526	11.2517	12.7254
Si	2.6347	6.7614	10.1017
Si	7.181	4.2331	23.4699
Si	9.4256	6.3473	23.4409
Si	4.6534	-2.4167	13.9287
Si	3.2144	4.7761	20.8477
O	9.0185	-1.6482	17.6508
O	-4.5106	9.5373	17.4641
O	11.6597	1.6507	13.2056
O	10.4325	6.1244	13.5159
O	3.778	5.8074	19.6998
O	12.3312	5.9529	9.3334
O	7.5614	10.986	10.9708
O	-3.4514	-3.5392	16.3749
O	5.7853	3.7713	10.6839
O	15.1393	4.6639	13.3807
O	-1.273	1.3092	25.1675
O	5.1069	8.1072	15.4387
O	8.8962	11.7952	16.6166
O	3.0176	8.1682	13.8782
O	5.0278	10.0531	10.9691
O	1.9697	5.381	21.7469
O	13.142	8.1079	10.9228
O	1.254	-1.2791	21.6699
O	1.096	3.0264	18.4377
O	5.5362	2.5916	19.8991
O	3.0211	7.6023	17.9641
O	1.9085	-1.8188	16.1774
O	0.7119	10.4042	11.5662
O	2.883	0.0442	23.2265
O	3.2742	3.2073	11.2929
O	0.3688	7.6643	17.5265
O	-0.566	13.6585	15.6192
O	-2.4487	7.8219	13.0186
O	7.2089	5.9268	11.5548
O	5.1616	8.1815	19.451
O	5.2633	6.3545	17.4981
O	5.6941	7.7178	12.9209
O	10.6255	5.2049	11.1734
O	-0.5291	6.4519	22.1436
O	-1.7215	0.993	13.9627
O	-0.5256	5.2494	18.0432
O	8.0704	9.7268	15.2337
O	6.7683	3.8994	13.1526
O	4.5167	4.3951	21.7379
O	8.3806	3.5888	10.8904
O	7.5408	9.3636	19.886
O	10.5745	8.0415	11.4824
O	7.7301	14.1063	16.3589
O	1.7826	10.4971	14.1158
O	0.2226	8.4581	14.0657
O	10.0372	3.5586	13.1824
O	14.278	5.7933	11.1845
O	-3.8545	8.3729	10.7803
O	-0.2255	4.2772	20.4655
O	6.7639	12.0018	15.0597
O	13.9018	11.4323	12.0159
O	16.2049	3.1899	15.2829
O	6.7809	3.3389	22.1706
O	5.2554	12.4461	11.9558
O	5.3566	10.8833	19.4545
O	3.3736	1.5123	18.6411
O	9.5005	2.8594	18.3011
O	1.2322	11.889	20.1571
O	1.6263	9.6139	18.9015
O	10.3578	5.5888	24.5092
O	6.0604	5.6688	15.0137
O	4.6075	1.7339	22.1461
O	2.6715	14.2332	20.4064
O	-0.7642	20.9069	19.9949
O	4.7918	-0.8014	13.5764
O	5.7163	1.702	17.4411
O	1.601	4.5684	12.8765
O	9.3208	7.4328	19.3555
H	8.2099	11.4298	10.4114

Results
free energy: -137526.229 eV
free energy less fixed offsets of H -15.97, O -568.88, Si -635.61 eV per atom: -1.559 eV

Forces (eV/angstrom), in the order of the atoms: element, x, y, z
Si	-0.0313	0.0015	0.115
Si	0.1431	-0.0911	-0.1678
Si	-0.0583	0.0268	0.0858
Si	0.0565	-0.0563	-0.2142
Si	0.0478	-0.0766	-0.1202
Si	-0.1202	0.0837	-0.0166
Si	0.0665	-0.0899	0.0034
Si	-0.0035	0.1475	0.0399
Si	-0.0826	0.1161	-0.0309
Si	0.0539	-0.0735	0.0445
Si	-0.1271	0.082	-0.0204
Si	-0.0292	0.0165	0.0635
Si	0.1322	-0.0152	0.0729
Si	-0.1033	0.0895	-0.0625
Si	0.0442	-0.1252	0.013
Si	-0.1233	0.1069	-0.0391
Si	-0.0396	0.0309	0.0109
Si	0.069	-0.0751	-0.057
Si	0.0671	-0.1095	-0.018
Si	-0.0109	-0.0109	0.0086
Si	0.0075	-0.0348	-0.055
Si	0.0375	-0.0515	0.0707
Si	-0.0209	0.0206	-0.0206
Si	0.0285	0.0156	-0.016
Si	0.1291	-0.1528	-0.2428
Si	0.1005	-0.3779	0.4538
Si	0.2504	0.013	0.2963
Si	0.0776	-0.0497	-0.0677
Si	0.2222	0.0708	0.1162
Si	0.0809	-0.0397	-0.2425
Si	0.1709	-0.1336	-0.2293
Si	0.0046	-0.2038	-0.0734
Si	-0.1246	0.073	0.0187
Si	0.0073	-0.004	-0.0144
Si	-0.0371	0.1434	0.0015
Si	0.0107	0.039	-0.0253
Si	-0.0592	-0.0465	-0.012
Si	-0.0753	0.0266	-0.0171
Si	0.051	0.0534	-0.0065
Si	-0.0751	0.0523	-0.0165
Si	0.0446	-0.0648	-0.0255
Si	0.0424	0.025	-0.0251
Si	0.0871	-0.0765	-0.0084
Si	-0.0001	-0.0146	-0.0191
Si	0.011	-0.0248	-0.032
Si	0.0623	-0.0608	-0.0242
Si	-0.0273	-0.0147	-0.0113
Si	0.0861	-0.0673	-0.0092
Si	-0.0126	0.0302	0.0265
Si	-0.0774	0.0139	0.0141
Si	-0.0558	0.0573	0.0091
Si	-0.0115	0.0529	0.0237
Si	-0.0278	0.0151	0.0191
Si	-0.0276	0.015	0.0352
Si	-0.0554	0.0114	0.0243
Si	-0.0206	0.0563	0.0059
Si	0.0124	-0.0408	-0.0025
Si	0.1059	0.0568	0.0607
Si	-0.0311	-0.0487	0.0648
Si	-0.0173	-0.1098	-0.042
Si	0.0674	-0.0631	0.0356
Si	0.0121	-0.0037	-0.0166
Si	0.0402	-0.0265	-0.0331
Si	0.113	-0.0758	-0.0031
Si	0.2331	-0.0279	0.0485
Si	-0.35	0.0256	0.4019
Si	-0.1228	-0.2787	0.1051
Si	-0.3615	0.1141	-0.0157
Si	0.0692	0.1924	-0.1197
Si	-0.1476	-0.0817	-0.2182
Si	-0.1571	0.3941	0.3582
Si	-0.0347	0.3483	-0.54
Si	-0.2067	0.1686	0.0979
Si	0.0159	0.0442	0.0335
Si	0.0242	0.1777	-0.0091
Si	-0.0502	-0.0926	-0.0214
Si	0.2161	0.0606	-0.008
Si	-0.0678	-0.0056	0.1371
Si	0.0245	-0.0019	-0.0079
Si	0.0573	0.0108	0.0503
Si	0.057	0.0797	-0.0544
Si	-0.1455	-0.0627	-0.195
Si	0.8074	0.4859	0.0966
Si	0.0358	-0.1537	-0.2263
Si	-0.1076	-0.166	-0.0548
Si	0.0849	-0.0064	-0.3312
Si	0.0073	-0.0557	-0.1253
Si	0.0572	-0.1052	0.0703
Si	-0.2975	0.3036	0.4264
Si	0.2024	0.0902	0.4182
Si	0.3923	-0.5922	-0.2472
Si	-0.1573	0.0732	0.5262
Si	0.0065	0.0234	0.0865
Si	-0.1231	0.2808	0.1371
Si	-0.1577	0.114	0.3787
Si	-0.1814	-0.083	0.071
O	0.0626	0.0325	-0.1002
O	-0.0554	-0.0748	-0.2289
O	-0.1023	-0.0557	-0.433
O	0.1263	-0.1027	-0.0671
O	0.1009	-0.1201	0.05
O	0.0021	0.011	-0.0669
O	-0.0693	0.1122	-0.0701
O	0.0112	-0.0328	-0.0787
O	0.0303	-0.0404	0.0871
O	0.1135	0.0449	-0.0835
O	0.035	-0.0029	-0.1521
O	0.1931	0.0245	-0.0151
O	0.5431	-0.9582	0.2699
O	-0.1092	-0.0294	-0.205
O	0.038	-0.1504	-0.1369
O	0.1053	-0.145	0.0354
O	0.0723	-0.0907	0.1277
O	0.1035	-0.121	0.1593
O	0.0668	-0.007	0.0607
O	-0.0719	0.0941	0.0071
O	-0.151	0.1315	0.0566
O	-0.0352	0.0004	-0.0761
O	0.0226	-0.034	-0.0726
O	-0.0596	0.0449	-0.0281
Si	-0.0397	0.1981	-0.0289
Si	-0.09	-0.0524	-0.0676
Si	-0.0619	-0.0134	-0.0346
Si	-0.0251	0.0302	0.0324
Si	0.0201	-0.0099	-0.1
Si	0.0029	-0.0152	0
Si	-0.0225	-0.0211	0.0206
Si	-0.0573	0.0456	-0.0236
Si	0.0332	0.1602	-0.1487
Si	-0.0078	0.0295	0.0387
Si	-0.0265	0.0014	0.0487
Si	-1.4758	-0.4025	0.4414
Si	0.0159	0.0985	-0.1961
Si	0.0365	1.4635	0.5424
Si	0.1013	0.0151	-0.0289
Si	-0.0034	0.0702	0.1273
Si	-0.0145	0.0626	0.0764
Si	-0.1065	0.0121	-0.1404
Si	-0.1034	0.0452	0.0963
Si	0.0412	-0.0932	0.0544
Si	0.0317	-0.0334	-0.0313
Si	-0.0024	-0.0083	-0.0399
Si	0.0951	-0.2243	0.1488
Si	0.0052	-0.1152	-0.0069
Si	-0.0855	0.044	0.0577
Si	0.0936	-0.0868	-0.158
Si	0.0062	0.0212	-0.0007
Si	0.0355	-0.0198	0.0977
Si	-0.0207	0.0045	0.0083
Si	0.0356	0.0312	0.0644
Si	-0.0197	-0.0433	0.027
Si	-0.0443	-0.0096	-0.1507
Si	0.0214	0.0046	-0.106
Si	0.318	0.0581	0.086
Si	-0.027	-0.055	0.0301
Si	-0.0119	-0.0406	0.0075
Si	-0.0332	0.0002	-0.0779
Si	-0.0093	0.004	0.0762
O	-0.0048	0.0381	-0.1009
O	0.0016	-0.002	-0.0171
O	-0.0108	0.0476	0.0874
O	-0.0306	0.0657	0.1216
O	-0.002	-0.0407	-0.0339
O	-0.2318	-0.2459	-0.1313
O	-0.2458	-0.2287	0.1913
O	-0.0138	-0.0269	0.0078
O	-0.0479	-0.0322	0.0843
O	-0.0456	-0.0005	0.1123
O	-0.0702	0.0814	-0.0851
O	-0.0177	0.0343	-0.0201
O	0.0001	-0.0047	-0.0167
O	-0.007	0.0071	0.0763
O	0.1307	-0.0734	0.0262
O	-0.0491	0.0197	-0.0411
O	-0.0763	-0.12	0.0099
O	0.0505	-0.0217	0.074
O	0.0374	-0.0198	-0.0113
O	0.0031	0.037	0.0298
O	-0.0219	-0.001	-0.0342
O	-0.0097	0.0082	-0.0243
O	-0.0335	-0.1723	0.0075
O	0.0642	0.0404	-0.1076
O	0.01	-0.0023	0.0791
O	-0.0316	-0.0123	-0.0241
O	0.0225	0.0103	-0.0633
O	-0.0095	-0.0279	0.0968
O	0.0333	-0.0295	0.1039
O	-0.0079	0.0051	-0.0648
O	0.0102	-0.0093	-0.0298
O	0.0908	-0.045	0.0563
O	-0.1075	0.1177	-0.6646
O	-0.0081	0.054	-0.1248
O	0.0402	0.0154	0.0387
O	-0.0206	0.0317	-0.0595
O	0.008	0.0018	0.01
O	0.0611	0.0288	-0.0425
O	0.0347	-0.016	-0.0715
O	0.253	-0.0999	-0.2995
O	-0.0139	0.0116	-0.0911
O	0.0493	-0.0096	0.0865
O	-0.0061	0.0215	0.0182
O	-0.0423	0.0355	0.0166
O	-0.1394	-0.069	-0.002
O	0.0029	0.1085	-0.0117
O	-0.1609	0.2175	-0.089
O	0.0148	0.0952	0.0534
O	0.0304	0.0604	0.0351
O	-0.0022	-0.007	0.0415
O	0.0213	0.0062	0.0991
O	-0.0147	0.0487	0.0054
O	0.0596	0.0636	0.0082
O	-0.0017	0.1398	0.0384
O	-0.0038	-0.0036	-0.0563
O	0.0192	-0.0026	-0.0307
O	0.0057	-0.008	-0.0691
O	-0.0205	-0.0554	-0.0341
O	-0.0081	0.0308	0.0397
O	0.0584	-0.1197	0.2308
O	-0.0053	-0.0505	-0.005
O	-0.0679	-0.102	0.0217
O	0.0236	0.0428	-0.0294
O	0.1266	0.0638	-0.0082
O	0.0048	0.0463	0.0529
O	0.0024	0.0085	-0.0012
O	-0.0413	0.0297	0.0258
O	-0.0204	-0.1228	0.004
H	0.1167	0.1195	-0.241

The program warned: the cutoff lies below the one the program advises for these potential files; the exchange-correlation potential is rough where the density is thin.
